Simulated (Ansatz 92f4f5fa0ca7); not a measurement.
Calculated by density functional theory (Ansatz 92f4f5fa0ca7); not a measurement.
Periodic cell of 220 atoms, Si132O88, from a study of silicon, its oxide and their interface. The atomic structure is a simulated model.
This geometry differs little from another in the collection (a relaxation step or a small displacement).

Settings
functional: r2SCAN
potential files: Ansatz PAW
basis: plane waves
wave-function cutoff: 800 eV
density cutoff ratio: 5
exchange-correlation grid ratio: 1
k mesh: 1 x 1 x 1, shifted by 0.5 0.5 0 of a step
self-consistency stop: 1e-10 eV per atom in the density residual
occupations: fixed
spin: none
net charge: 0

Cell vectors (angstrom)
a, 10.888, 0, 0
b, 0, 10.888, 0
c, 0, 0, 31.7229

Atoms: element, x, y, z (angstrom)
Si, 2.8765, 2.273, -1.0031
Si, 1.0775, 1.1972, 1.2957
Si, -0.9997, 4.197, 1.3655
Si, 2.5739, 8.3658, 0.1335
Si, 5.1143, 0.7135, -1.9036
Si, 8.7187, 1.7633, -0.2505
Si, 6.0286, 5.2939, -0.007
Si, 7.5313, 8.749, 0.1834
Si, -0.4967, 0.0465, -0.093
Si, 4.466, 3.9604, 1.0243
Si, 0.0427, 5.718, -0.1079
Si, 4.1052, 9.6305, 1.3443
Si, 6.9689, 1.2573, 1.3239
Si, 12.0756, 7.0611, 1.4372
Si, 6.8852, 6.8801, 1.4318
Si, 9.327, 9.5527, 1.4412
Si, 0.0606, 2.7128, 2.8223
Si, 2.6791, 0.0618, 2.6588
Si, -0.1796, 8.2655, 2.812
Si, 2.4729, 5.5973, 2.7618
Si, 5.5766, 2.674, 2.6251
Si, 8.1432, 0.0257, 2.8811
Si, 5.3492, 8.1332, 2.7313
Si, 8.308, 5.4713, 2.6822
Si, 1.3548, 4.1072, 4.1845
Si, 4.0913, 1.4116, 4.0093
Si, 1.328, 9.577, 4.0607
Si, 4.009, 6.7927, 4.0899
Si, 6.8606, 4.1077, 3.9942
Si, 9.5172, 1.4082, 4.1615
Si, 6.7415, 9.493, 4.1158
Si, 9.5098, 6.8068, 4.1791
Si, 0.0074, 0.028, 5.4645
Si, 2.783, 2.7535, 5.4547
Si, -0.0198, 5.4421, 5.5273
Si, 2.6637, 8.1776, 5.4315
Si, 5.3907, 0.0146, 5.4241
Si, 8.1378, 2.768, 5.4599
Si, 5.4554, 5.4362, 5.3782
Si, 8.1206, 8.1663, 5.4948
Si, 1.3897, 1.3709, 6.7929
Si, 4.1463, 4.095, 6.8037
Si, 1.3622, 6.8074, 6.839
Si, 4.0375, 9.5332, 6.7807
Si, 6.7901, 1.3655, 6.7875
Si, 9.4978, 4.0797, 6.8486
Si, 6.7622, 6.7886, 6.8101
Si, 9.5307, 9.5356, 6.8109
Si, -0.0059, 2.6844, 8.1519
Si, 2.704, -0.0153, 8.1671
Si, -0.0055, 8.1701, 8.1808
Si, 2.7688, 5.4436, 8.1581
Si, 5.465, 2.7188, 8.1796
Si, 8.1697, 0.0159, 8.1552
Si, 5.4, 8.1747, 8.1409
Si, 8.1489, 5.4547, 8.1748
Si, 1.3891, 4.035, 9.448
Si, 4.0867, 1.3312, 9.4984
Si, 1.3606, 9.5126, 9.554
Si, 4.0758, 6.8324, 9.5484
Si, 6.8412, 4.0724, 9.5366
Si, 9.5569, 1.3166, 9.5616
Si, 6.7921, 9.5287, 9.4734
Si, 9.5106, 6.8165, 9.5222
Si, -0.0014, -0.0852, 10.9642
Si, 2.6846, 2.6387, 10.8366
Si, 0.0469, 5.4074, 10.7625
Si, 2.6983, 8.1649, 10.9517
Si, 5.4406, -0.0243, 10.8554
Si, 8.2127, 2.7108, 10.8971
Si, 5.4958, 5.4806, 10.8429
Si, 8.1388, 8.2018, 10.8623
Si, 1.3809, 1.2685, 12.2979
Si, 4.0722, 4.0814, 12.0275
Si, 1.3019, 6.7313, 12.2275
Si, 4.1287, 9.5088, 12.277
Si, 8.177, 0.0013, 13.6495
Si, 9.6415, 4.0865, 12.1861
Si, 6.8518, 6.8264, 12.26
Si, 9.5105, 9.4292, 12.3466
Si, 1.7448, 3.8382, 14.8697
Si, 2.9285, 0.0805, 13.6881
Si, -0.7712, 10.4794, 17.0308
Si, 2.7656, 5.388, 13.4443
Si, 5.5111, 2.8513, 13.3598
Si, 6.8342, 1.3102, 12.1964
Si, 5.5185, 8.189, 13.6681
Si, 7.4514, 4.1021, 15.338
Si, 0.0823, 2.735, 13.6034
Si, 4.0876, 1.7845, 14.8171
Si, -0.4913, 7.5359, 13.5562
Si, 5.3965, 5.2149, 17.2205
Si, 8.6918, 5.8678, 13.4034
Si, 9.3586, 1.631, 14.8829
Si, 8.1663, 8.4436, 16.6646
Si, 6.8486, 9.5681, 15.0794
Si, 27.1698, -12.0671, 22.1991
Si, -6.2105, -0.4581, 26.9786
Si, 1.4873, 21.2355, 26.8797
Si, 19.8693, 18.2453, 20.8498
Si, 7.1328, 5.0508, 25.0149
Si, 9.3773, 4.9562, 19.2619
Si, 0.2994, 12.812, 25.0638
Si, 12.414, 21.0369, 18.74
Si, -15.8945, 10.5018, 31.7969
Si, -4.0665, 7.0747, 22.7864
Si, 5.1033, 4.8379, 21.6559
Si, 15.6289, -14.2402, 27.4101
Si, 4.1714, 17.5241, 29.9659
Si, 2.8741, 20.0833, 16.1927
Si, 12.4953, 0.6733, 22.6567
Si, 3.0379, 1.6215, 20.0102
Si, -8.9448, 15.5153, 29.2008
Si, 7.3446, 5.6879, 27.8265
Si, 2.1865, 18.3786, 25.7443
Si, 5.5117, 21.6068, 16.6785
Si, 7.6123, 24.6586, 20.9262
Si, 14.885, -14.9746, 14.8113
Si, 21.2087, 18.6617, 15.9362
Si, -3.906, 3.1855, 29.751
Si, -10.4246, 31.0132, 21.3586
Si, 0.4678, -1.2663, 29.8028
Si, -6.5276, 3.855, 24.5351
Si, -7.6542, 15.3672, 19.1514
Si, -8.2145, -1.9958, 23.115
Si, 12.5126, 37.2904, 26.0633
Si, 16.8125, -21.1469, 19.7319
Si, 11.7245, 16.2484, 17.542
Si, -3.4535, -14.7844, 18.3371
Si, -1.7665, 18.3451, 29.7678
Si, 19.2161, 2.5137, 23.855
Si, 5.5545, 11.986, 24.4296
O, -11.4003, -13.3847, -2.4007
O, -1.0234, -4.7728, -11.4263
O, 5.2373, -11.0017, -3.2803
O, -8.4896, 10.4439, -8.187
O, -2.437, 6.603, -3.1521
O, 4.0646, 13.9512, -0.2705
O, 14.8429, -1.9372, -9.5973
O, -10.2508, 14.2854, -6.0681
O, 13.0188, 5.5126, -13.1958
O, 31.3974, 6.4629, -0.7765
O, 16.5932, 26.1099, -6.4198
O, -13.8342, 27.117, -5.356
O, 22.6667, 16.061, -1.4147
O, 9.3899, 14.0423, 0.2168
O, -3.1028, 7.6765, 19.7745
O, 6.2765, 3.7465, 21.314
O, 4.8541, 1.2262, 16.1509
O, 2.547, 11.3512, 19.0073
O, 4.7337, 16.7676, 15.9182
O, 5.8159, -0.6491, 20.7251
O, 13.2104, -0.6973, 15.0301
O, 15.2099, 18.7593, 28.9413
O, 16.6937, 6.2826, 21.8088
O, 1.3408, -1.6873, 20.0083
O, -0.0622, -12.4359, 16.0963
O, 12.3588, 15.6226, 27.6692
O, 10.6426, 4.4938, 18.3854
O, 33.9877, -13.4346, 22.3959
O, 2.5275, 3.0588, 19.4727
O, 3.0768, 10.6692, 26.8953
O, -3.9512, 14.9347, 31.1356
O, 19.2545, -5.4813, 14.9868
O, 1.1954, 15.3897, 16.2315
O, 16.3042, -21.3546, 25.8693
O, -13.0846, -22.8257, 17.4515
O, 2.5303, 1.3506, 21.5152
O, 8.428, 2.3916, 22.2375
O, 3.0817, 15.134, 25.4352
O, -5.1774, 23.9863, 29.5017
O, 16.8381, 6.4715, 27.4907
O, 34.0215, 19.6974, 26.2745
O, 21.8769, -10.9862, 18.3374
O, 18.0098, 15.1405, 28.5477
O, 4.3749, 20.4509, 16.6521
O, 39.7104, 23.4592, 24.3482
O, 6.601, 15.1635, 16.6867
O, -14.5805, 1.5648, 20.0763
O, -8.0299, -3.1904, 15.5834
O, 5.3278, 10.9566, 23.2102
O, 18.8542, -2.4666, 30.3506
O, -6.4578, 34.9178, 24.3188
O, 5.1202, 19.7911, 26.6585
O, -4.425, 19.5319, 22.7671
O, -11.758, 11.854, 16.208
O, -7.9532, -13.8342, 24.3727
O, 14.875, 15.8681, 20.4889
O, 30.0873, 13.6382, 15.4575
O, 6.8032, 17.3364, 24.2639
O, 8.6315, 14.6399, 20.0131
O, 0.9096, 21.238, 28.4047
O, 9.6115, -8.958, 24.6514
O, 19.2198, 17.8004, 22.2433
O, 0.7045, 22.4188, 26.0247
O, 1.2743, 6.1475, 25.5289
O, -7.3716, 11.7876, 30.1551
O, -10.6625, 6.7756, 16.9894
O, 2.0569, 9.2125, 17.5594
O, -2.5134, 16.5605, 18.2148
O, -4.9671, 6.4083, 18.1972
O, 4.6439, 1.5927, 19.9571
O, 12.624, 2.104, 31.8213
O, -4.8766, 10.973, 18.199
O, -7.4945, 6.9795, 26.7031
O, 35.7717, 4.6245, 33.3219
O, -10.5045, 21.6529, 21.9142
O, 4.333, 15.3819, 23.0383
O, 3.4906, 7.1221, 31.3181
O, -35.338, 13.0166, 29.943
O, 13.7696, 2.7591, 15.3477
O, -4.4186, 4.002, 14.0533
O, -30.4137, 3.0701, 29.4722
O, -5.2523, 16.9685, 30.3259
O, -6.5248, 4.2777, 18.0044
O, 8.0772, 25.8683, 24.1223
O, 11.9935, 12.6959, 23.6589
O, -7.5646, 5.4465, 29.3105
O, 9.8841, 8.6645, 21.0785
O, 1.7875, 9.0112, 30.5578

Results
free energy: -134621.973 eV
free energy less fixed offsets of O -570.45, Si -639.56 eV per atom: -0.453 eV

Forces (eV/angstrom), in the order of the atoms: element, x, y, z
Si, -0.0034, 0.0035, -0.1202
Si, 0.0026, 0.0115, -0.0231
Si, -0.0049, -0.0102, -0.0204
Si, 0.0016, -0.0081, -0.069
Si, -0.0119, -0.0139, -0.1593
Si, -0.0113, 0.0125, -0.0597
Si, 0.0015, -0.0066, -0.0787
Si, 0.0096, -0.0072, -0.0461
Si, 0.0039, -0.005, -0.0025
Si, -0.0047, -0.0156, -0.0413
Si, 0.0036, -0.0037, -0.0925
Si, 0.0062, 0.0013, 0.0028
Si, -0.0014, -0.0028, 0.0068
Si, 0.0013, -0.0037, 0.0066
Si, 0.0005, 0.0022, 0.0051
Si, 0.002, 0.0075, 0.0054
Si, 0.002, -0.0003, 0.0033
Si, 0.0027, -0.0009, 0.0021
Si, -0.0005, 0.0001, -0.0009
Si, 0.0002, 0.0006, -0.0166
Si, 0.0003, -0.0051, 0.0026
Si, -0.0016, -0.0021, -0.0004
Si, -0.0015, -0.0013, 0
Si, -0.0044, 0.001, 0.0009
Si, -0.0031, -0.0025, 0.0003
Si, 0.001, -0.0006, -0.001
Si, -0.0003, -0.0001, -0.0002
Si, 0.0044, 0.0012, 0.0018
Si, -0.0013, -0.0002, -0.0008
Si, 0.0003, -0.0023, -0.0002
Si, -0.0017, 0.0015, 0.0006
Si, 0, 0.001, -0.0003
Si, -0.0002, 0.0005, 0.0012
Si, 0.0004, 0.0005, 0.0005
Si, -0.0007, 0.0001, 0.0004
Si, -0.0005, 0.0002, 0.0011
Si, 0.0003, 0.0003, 0.0014
Si, 0.0006, 0.0009, 0.0013
Si, -0.0011, 0.0007, 0.0004
Si, 0, 0.0005, 0.0004
Si, -0.0005, 0.0003, 0.0012
Si, -0.0007, 0.001, 0.0001
Si, 0.0001, 0.0016, 0.0008
Si, -0.0009, 0.0006, 0.0008
Si, -0.0006, 0.0011, 0.0005
Si, -0.001, 0.0005, 0.0004
Si, -0.0003, 0.0001, 0.0007
Si, 0.0001, 0.0001, 0.0007
Si, -0.0007, -0.0001, 0.0001
Si, 0.0002, 0.0011, 0.001
Si, -0.0003, 0.0009, 0.0017
Si, -0.0011, 0.0005, 0.0003
Si, -0.0002, 0.0008, 0.0012
Si, -0.0005, 0.0007, 0.0008
Si, 0, 0.0013, 0.0001
Si, -0.0003, 0.0007, 0.0007
Si, -0.0005, -0.0003, -0.0004
Si, -0.0004, 0.0004, 0.0001
Si, -0.0009, 0.0004, 0.0008
Si, -0.0009, 0.0004, 0.0009
Si, -0.0012, 0.0006, 0.0007
Si, 0.0005, 0.0001, 0.0011
Si, -0.0007, 0.0001, 0.001
Si, -0.0003, 0.0014, 0.0002
Si, -0.0003, 0.0025, 0.0005
Si, -0.0009, 0.003, 0.0006
Si, -0.0013, -0.0003, 0
Si, -0.0002, -0.0003, 0.0015
Si, 0.0012, -0.0002, 0.0001
Si, 0.0044, 0.001, 0.0015
Si, -0.0006, 0.0026, 0.0011
Si, -0.0009, -0.0002, -0.0004
Si, 0.0036, 0.0012, 0.0033
Si, 0.0003, -0.0043, 0.0025
Si, 0.0026, 0.0021, 0.0029
Si, -0.0019, 0.0056, 0.0046
Si, 0.0077, 0.0064, 0.0012
Si, -0.0034, 0.002, 0.0025
Si, 0.0054, -0.0012, -0.0006
Si, 0.0003, 0.0011, 0.0011
Si, 0.0057, -0.0153, -0.0778
Si, 0.0094, 0.0141, -0.0345
Si, -0.0462, -0.0037, -0.136
Si, 0.0001, -0.0004, 0.0038
Si, -0.0053, -0.0068, -0.0121
Si, -0.0085, 0.0002, 0.0014
Si, -0.0053, -0.0048, -0.0008
Si, 0.0191, -0.0057, -0.1095
Si, -0.0005, 0.0016, 0.0025
Si, -0.0061, 0.0091, -0.0617
Si, -0.0063, -0.0027, -0.0016
Si, 0.0211, 0.0165, -0.1632
Si, 0.0044, 0.0053, -0.0278
Si, -0.0027, 0.0067, -0.0657
Si, -0.0082, -0.0148, -0.0328
Si, -0.0013, -0.0009, -0.0005
Si, 0.0336, -0.0102, -0.2039
Si, -0.0022, 0.0198, -0.2303
Si, 0.0047, 0.0143, -0.2338
Si, -0.0161, -0.0188, -0.2112
Si, -0.0303, 0.006, -0.2304
Si, 0.0221, 0.0285, -0.1835
Si, -0.0224, 0.0033, -0.2142
Si, -0.0309, -0.0063, -0.2035
Si, -0.0046, 0.0022, -0.0033
Si, 0.0359, 0.0188, -0.2096
Si, -0.0062, -0.0037, -0.2311
Si, -0.0241, -0.001, -0.186
Si, -0.0106, 0.0192, -0.1594
Si, 0.0131, -0.0054, -0.1409
Si, 0.014, -0.0186, -0.2258
Si, 0.0051, 0.0122, -0.1986
Si, 0.0016, 0.0058, -0.2014
Si, -0.0143, -0.0019, -0.2292
Si, 0.0096, 0.0135, -0.2025
Si, -0.0054, -0.0118, -0.1493
Si, 0.0054, 0.0109, -0.2163
Si, -0.0056, 0.0119, -0.0699
Si, -0.0278, 0.003, -0.077
Si, -0.0151, 0.0388, -0.1512
Si, -0.0234, -0.0162, -0.2155
Si, 0.0174, 0.0054, -0.1618
Si, 0.0276, 0.0039, -0.2061
Si, -0.0219, 0.0205, -0.2018
Si, -0.0294, 0.0321, -0.2108
Si, 0.0232, -0.0327, -0.2107
Si, -0.0033, -0.0069, -0.2258
Si, -0.0045, 0.0225, -0.1788
Si, -0.0153, 0.0303, -0.1635
Si, -0.0082, -0.0337, -0.1493
Si, -0.0078, -0.0076, -0.2002
Si, 0.011, 0.0033, -0.2236
O, -0.0043, 0.0163, 0.0631
O, -0.0036, 0.035, 0.0884
O, 0.0261, 0.0381, 0.169
O, 0.0124, -0.01, 0.0877
O, 0.0422, 0.0425, 0.1031
O, 0.0243, 0.0249, 0.0556
O, -0.0259, -0.0082, 0.0765
O, 0.018, 0.0452, 0.0778
O, 0.0392, -0.019, 0.0839
O, 0.0235, -0.0219, 0.0691
O, 0.0177, 0.0094, 0.0814
O, 0.014, 0.0268, 0.166
O, -0.044, 0.0261, 0.1018
O, 0.0105, 0.0171, 0.0353
O, 0.0445, 0.0023, 0.1605
O, -0.0209, 0.0159, 0.0789
O, 0.0199, -0.0249, 0.0747
O, 0.014, 0.031, 0.0876
O, 0.026, -0.0347, 0.0957
O, -0.0194, -0.0466, 0.1418
O, -0.0041, -0.0279, 0.0715
O, -0.0124, -0.0185, 0.1214
O, 0.0098, 0.0176, 0.0848
O, -0.0296, -0.012, 0.1443
O, 0.0005, 0.0269, 0.0525
O, 0.006, 0.0037, 0.1764
O, -0.0397, -0.0119, 0.0837
O, 0.0615, -0.0128, 0.1053
O, 0.0058, -0.0356, 0.0723
O, 0.0064, -0.0039, 0.0714
O, -0.0106, 0.0234, 0.0706
O, -0.0165, -0.015, 0.0566
O, -0.0201, 0.0364, 0.1119
O, -0.033, -0.0559, 0.1599
O, 0.0196, 0.0292, 0.0592
O, -0.0448, -0.0293, 0.1495
O, 0.0239, -0.0124, 0.1627
O, -0.0629, 0.0229, 0.0942
O, 0.0043, -0.0149, 0.0585
O, 0.0102, -0.0047, 0.0784
O, -0.0111, 0.0403, 0.0883
O, 0.0604, -0.0017, 0.0961
O, -0.0064, -0.0589, 0.1096
O, -0.0054, 0.012, 0.0536
O, -0.0237, -0.01, 0.0711
O, -0.0295, 0.0167, 0.0759
O, 0.0175, 0.0323, 0.0827
O, -0.0134, 0.0234, 0.0515
O, 0.0009, 0.0643, 0.1328
O, -0.0283, 0.03, 0.077
O, 0.0005, 0.001, 0.0686
O, 0.0006, -0.0134, 0.0737
O, -0.0078, -0.0056, 0.0643
O, 0.0185, -0.0359, 0.083
O, -0.0169, -0.0515, 0.1564
O, 0.0594, 0.008, 0.1427
O, -0.0154, 0.0166, 0.036
O, 0.0084, -0.0551, 0.1386
O, -0.0441, -0.0524, 0.1001
O, -0.0477, -0.0195, 0.1774
O, 0.042, -0.0076, 0.0798
O, -0.0511, -0.0125, 0.1182
O, 0.028, -0.0652, 0.1146
O, 0.0004, -0.0104, 0.0672
O, -0.0006, 0.0048, 0.0541
O, 0.0295, -0.0449, 0.0807
O, -0.0281, 0.0282, 0.1158
O, 0.0248, -0.0359, 0.0864
O, 0.0032, -0.0029, 0.066
O, -0.0045, 0.0041, 0.0661
O, -0.0282, -0.0174, 0.0557
O, 0.0059, 0.0398, 0.1785
O, 0.0537, 0.001, 0.0975
O, -0.0151, 0.0106, 0.0254
O, 0.0258, 0.0378, 0.0903
O, -0.0272, -0.0325, 0.1659
O, -0.0256, 0.0284, 0.0743
O, 0.0211, -0.0295, 0.0709
O, -0.001, 0.0011, 0.0387
O, 0.0144, 0.0079, 0.0422
O, 0.0138, -0.0306, 0.0753
O, 0.0223, -0.0218, 0.0827
O, -0.044, -0.0204, 0.0979
O, -0.0123, 0.0301, 0.0855
O, -0.0337, 0.0369, 0.1373
O, 0.0133, 0.0054, 0.0645
O, 0.0264, 0.0191, 0.0693
O, 0.0172, -0.0123, 0.0746

The program warned: the cutoff lies below the one the program advises for these potential files; the forces do not sum to zero within the program's tolerance; empty levels may hold ghost states of the PAW files; the exchange-correlation potential is rough where the density is thin.
